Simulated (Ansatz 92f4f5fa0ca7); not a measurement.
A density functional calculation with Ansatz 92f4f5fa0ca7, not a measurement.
Periodic cell of 192 atoms, Si128O64, from a study of silicon, its oxide and their interface. The atomic structure is a simulated model.
This geometry differs little from another in the collection (a relaxation step or a small displacement).

Settings
functional: r2SCAN
potential files: Ansatz PAW
basis: plane waves
wave-function cutoff: 800 eV
density cutoff ratio: 5
exchange-correlation grid ratio: 1
k mesh: 1 x 1 x 1, shifted by 0.5 0.5 0 of a step
self-consistency stop: 1e-10 eV per atom in the density residual
occupations: fixed
spin: none
net charge: 0

Cell vectors (angstrom)
a 10.888 0 0
b 0 10.888 0
c 0 0 28.1904

Atoms: element, x, y, z (angstrom)
Si 0.0671 -0.0606 0.2344
Si 2.9748 2.6032 0.0363
Si -0.2456 5.7844 -0.0679
Si 2.4319 8.7995 -0.1444
Si 5.1814 0.3943 0.0802
Si 7.8669 3.2877 0.272
Si 5.6 5.3682 0.2313
Si 8.5032 8.0823 0.0345
Si 1.3501 1.5134 1.3841
Si 4.0747 4.1227 1.4557
Si 1.4101 6.9686 1.1324
Si 4.0121 9.717 1.3605
Si 6.783 1.5135 1.3798
Si 9.5076 4.3674 1.4916
Si 6.852 6.9704 1.3677
Si 9.5353 9.5551 1.5296
Si -0.0344 2.8656 2.7181
Si 2.6778 0.1292 2.7881
Si 0.0809 8.1888 2.7511
Si 2.6697 5.5678 2.6312
Si 5.4376 2.7906 2.8318
Si 8.1145 0.0881 2.7305
Si 5.4063 8.2978 2.6628
Si 8.1516 5.654 2.858
Si 1.3458 4.1977 4.0652
Si 4.0703 1.4249 4.1577
Si 1.3781 9.5789 4.1135
Si 4.0767 6.8725 4.0144
Si 6.8179 4.1718 4.1313
Si 9.5199 1.4333 4.0618
Si 6.7588 9.6101 4.0849
Si 9.5742 6.9148 4.1741
Si -0.0245 0.0373 5.4308
Si 2.6906 2.8003 5.4504
Si -0.008 5.4792 5.4903
Si 2.7427 8.1945 5.4388
Si 5.4178 0.0317 5.4893
Si 8.1681 2.763 5.4564
Si 5.4105 5.5042 5.4346
Si 8.1498 8.2542 5.4598
Si 1.3532 1.3723 6.7892
Si 4.0824 4.1146 6.8112
Si 1.3892 6.8209 6.8073
Si 4.089 9.5174 6.8321
Si 6.8139 1.3768 6.8107
Si 9.5386 4.0792 6.833
Si 6.8064 6.8257 6.7922
Si 9.5225 9.5702 6.8234
Si -0.0061 2.6807 8.1757
Si 2.7013 -0.019 8.159
Si 0.0059 8.1595 8.1477
Si 2.7117 5.4326 8.1776
Si 5.4368 2.7113 8.1578
Si 8.1562 0.0055 8.1821
Si 5.4453 8.1391 8.178
Si 8.1463 5.4276 8.1592
Si 1.38 4.0106 9.5139
Si 4.0878 1.315 9.5071
Si 1.3605 9.4871 9.536
Si 4.0911 6.7552 9.5319
Si 6.8137 4.0287 9.5312
Si 9.5327 1.3157 9.5494
Si 6.8202 9.4853 9.5163
Si 9.5578 6.7542 9.4899
Si -0.0146 -0.0728 10.9097
Si 2.7289 2.6395 10.8899
Si -0.0156 5.3235 10.8482
Si 2.7183 8.0927 10.8885
Si 5.436 -0.0705 10.8629
Si 8.1731 2.6519 10.9125
Si 5.4166 5.344 10.8792
Si 8.205 8.108 10.838
Si 1.3648 1.2726 12.2502
Si 4.0918 3.9522 12.2868
Si 1.3724 6.6321 12.1789
Si 4.1021 9.4427 12.2397
Si 6.8082 1.2485 12.2332
Si 9.5627 3.9677 12.2896
Si 6.8614 6.6884 12.1214
Si 9.5333 9.4211 12.2737
Si 0.045 2.5922 13.6873
Si 2.6985 -0.1138 13.5974
Si -0.0057 7.9247 13.5218
Si 2.6839 5.2906 13.6203
Si 5.466 2.5566 13.6347
Si 8.1318 -0.113 13.6298
Si 5.5413 8.0197 13.465
Si 8.1239 5.3267 13.5528
Si 1.3961 3.9332 15.1355
Si 4.0801 1.2012 15.0032
Si 1.3879 9.2379 14.8293
Si 4.2261 6.6257 14.7684
Si 6.8472 3.9421 14.9656
Si 9.5167 1.2176 15.0135
Si 6.812 9.309 14.9526
Si 9.4866 6.615 14.9292
Si -0.2571 -0.5657 16.0574
Si 3.0767 2.8005 16.4285
Si -0.2836 5.1012 16.326
Si 3.098 8.1252 16.0816
Si 5.202 -0.4715 16.2232
Si 8.3968 2.8378 16.3563
Si 5.2654 5.1037 16.2532
Si 8.3631 8.1438 16.3292
Si 6.9154 -9.8788 18.4826
Si 7.0114 -8.13 22.4402
Si 34.3474 30.5488 22.4815
Si -25.9597 -1.4102 26.1265
Si -1.4602 6.3304 22.859
Si -0.1635 2.6176 20.8096
Si -9.9502 20.8873 18.7018
Si 3.2089 41.2206 24.9301
Si -30.2782 49.7174 21.1028
Si 8.1187 0.4009 24.1122
Si -23.038 45.3911 26.357
Si -16.7702 12.3243 20.9838
Si 5.4745 6.9429 21.3477
Si 9.7822 20.3307 22.5399
Si -14.8193 17.2972 18.6073
Si -31.5767 25.5683 26.0094
Si -4.0479 27.1127 23.7192
Si -9.9314 15.2282 23.0199
Si -28.1778 20.4978 22.4992
Si 19.5306 37.2892 20.4392
Si 2.4062 12.3899 19.3303
Si -1.6521 21.7676 20.197
Si -16.6734 28.491 25.7557
Si 23.2189 17.7504 18.2787
O -15.7297 1.4725 -8.4418
O -12.9921 24.6694 -0.9898
O 0.6584 -10.9834 -10.872
O 12.4725 14.996 -3.6939
O 10.0534 11.4312 -0.9816
O -3.8367 10.234 -3.4562
O 1.1532 42.447 -0.3898
O 8.7684 9.8282 -6.853
O 3.7904 7.0359 -3.3299
O -29.6084 -2.0788 -1.6717
O -1.3853 31.0581 -11.5163
O -10.541 15.9187 -1.4129
O -9.8184 41.0593 -9.5534
O 11.1312 6.0158 -10.6001
O -1.2354 23.1816 -7.3222
O 23.8701 26.6159 -6.213
O -3.0876 7.517 17.7511
O -3.8107 3.7451 23.6982
O -20.2732 7.3445 21.7665
O -11.7297 3.9051 20.0854
O -5.0527 16.6943 17.6116
O 9.5365 -3.9635 27.6565
O -9.8225 13.0757 19.8807
O 0.2865 35.6826 22.3289
O 0.4404 20.6201 22.1629
O 7.5565 12.1748 22.8717
O 5.9412 0.1366 17.5443
O 8.1195 -21.6697 19.0528
O 2.3611 25.1073 26.8974
O 27.72 27.3722 25.0055
O -17.7063 9.3093 16.7101
O 15.9571 21.8429 21.8481
O 2.7247 -8.7495 17.8784
O -4.6338 -14.7291 19.9263
O -15.6134 5.8653 22.3407
O -4.9842 8.1069 25.8738
O -18.7608 20.3102 21.8559
O -15.9405 32.3047 26.986
O 8.2604 38.7219 23.9332
O -8.2163 7.0446 17.2455
O 9.4173 21.2999 23.755
O 4.1691 -17.7901 16.7461
O 15.6502 16.9995 27.2146
O 4.2261 20.4653 24.1255
O -9.066 19.4891 24.0979
O -23.7308 5.9132 21.3776
O 14.4439 12.6754 20.4123
O 16.3535 30.1647 22.0789
O -13.1693 23.2255 25.2018
O -11.0562 38.1361 23.2477
O -23.1359 -17.8294 16.8394
O -30.4225 -0.1179 19.2675
O -2.9778 59.6332 19.1167
O 18.6799 36.1517 21.2201
O -3.3075 13.1356 17.6618
O -1.1898 51.4526 22.9324
O 10.5388 10.2267 19.5856
O -6.9309 17.3656 21.0858
O -10.819 13.4443 25.8265
O 6.7047 4.2839 27.8607
O 12.7782 6.0168 19.5732
O -5.4204 13.4909 21.9916
O -28.5915 12.3723 27.7202
O -24.6473 19.8939 26.9593

Results
free energy: -118376.285 eV
free energy less fixed offsets of O -570.45, Si -639.56 eV per atom: -3.805 eV

Forces (eV/angstrom), in the order of the atoms: element, x, y, z
Si -0.0019 -0.0003 -0.0033
Si 0.0011 0.0003 -0.005
Si -0.0029 -0.001 -0.0043
Si 0.0011 0.0024 -0.0058
Si -0.0014 0.0004 -0.0033
Si 0 0.0009 -0.0028
Si -0.0005 -0.0011 -0.0045
Si 0.0006 0.0018 -0.0033
Si 0.0001 0.0013 -0.0012
Si -0.0011 -0.0008 -0.0014
Si 0.0018 -0.0007 0.0016
Si -0.0006 -0.0002 -0.0004
Si 0 0.0003 -0.0011
Si 0.0008 0.0003 -0.0005
Si 0.0009 0.0019 -0.001
Si -0.0016 -0.001 -0.0008
Si 0.0014 0.0011 -0.0001
Si 0.0002 -0.0003 -0.0015
Si -0.0001 -0.0014 -0.0013
Si -0.0005 0.0008 0
Si 0 -0.0009 -0.0006
Si -0.0006 0.0001 0.0002
Si 0.0009 0.0002 -0.0008
Si -0.0006 0.0008 -0.0018
Si -0.0003 -0.0005 0.0012
Si 0.0007 -0.0001 0.001
Si -0.0003 -0.0002 0.0011
Si -0.001 -0.0002 0.0009
Si -0.0008 0 0.0015
Si -0.0009 0.0001 0.001
Si -0.0001 0.0002 0.0004
Si 0.0017 -0.0001 0.0007
Si -0.001 0 -0.0004
Si 0.0005 0.0012 0.0004
Si 0.0006 -0.0002 -0.0008
Si 0 -0.0004 0.0003
Si 0.0007 -0.0005 -0.0004
Si 0.0003 -0.0005 0.0007
Si -0.0002 -0.0003 0
Si -0.0007 0.0004 0.0002
Si 0.0005 0.0001 -0.0005
Si -0.0007 -0.0004 -0.0002
Si -0.0003 -0.0003 -0.0006
Si -0.0005 0.0001 -0.0003
Si -0.0001 0.0001 -0.0008
Si -0.0008 0 -0.0004
Si -0.0003 0.0002 -0.0007
Si 0 -0.0004 0.0002
Si -0.0005 -0.0002 0.0006
Si -0.0005 0.0007 0.0002
Si -0.0001 0.0005 0.0002
Si 0.0005 -0.0002 0.0003
Si -0.0004 0.0001 0
Si -0.0003 0 0.0004
Si 0.0001 -0.001 0.0005
Si 0.0001 0.0001 0.0001
Si 0.0007 -0.0002 0.0007
Si -0.0001 -0.0002 0.0004
Si -0.0002 -0.0003 0.0014
Si -0.0005 0.0008 0.0005
Si -0.0002 -0.0003 0.0009
Si -0.0002 0.0004 0.0004
Si -0.0006 -0.0001 0.0005
Si -0.0002 -0.0004 0.0003
Si 0.0001 -0.001 0.0001
Si 0.0003 0.0003 0.0002
Si -0.0009 -0.0002 0.0009
Si 0.0003 -0.0005 -0.0004
Si -0.0008 0.0003 0
Si 0.0001 0.0001 0
Si 0.0003 -0.0008 0.0005
Si 0.0001 0.0008 0.0002
Si 0.0001 0.0004 0.0001
Si -0.001 -0.0003 -0.0014
Si 0.0012 0 0.0012
Si 0.0009 0 -0.0006
Si -0.0009 -0.0018 -0.0008
Si 0.0013 -0.0007 -0.0009
Si 0.0001 0 -0.001
Si -0.001 0.0005 -0.0004
Si 0.0006 -0.0002 0.0009
Si -0.0003 0.001 0.0025
Si -0.001 -0.0005 0.0013
Si -0.0015 -0.0003 0.0002
Si 0.0002 0.0001 0.0011
Si 0.0013 0.0004 -0.0006
Si 0.0013 0.0008 0.0014
Si 0 0.0002 0.0016
Si 0.0008 -0.0011 -0.0024
Si 0.0002 -0.0008 0.0011
Si 0.0033 -0.0016 0.0041
Si 0.0012 -0.0005 0.001
Si -0.0008 0.0007 0.0009
Si -0.0006 0.0003 -0.0013
Si 0.0001 -0.0012 -0.0004
Si 0.0003 0.0008 -0.0002
Si 0.004 0.0022 0.0075
Si 0.0014 -0.0023 0.0023
Si -0.0003 0.0007 0.0042
Si -0.001 -0.0009 0.0046
Si 0.0005 0.0017 0.0045
Si -0.0007 -0.0007 0.004
Si 0.0012 0.0011 0.0028
Si -0.0001 -0.0007 0.0043
Si 0.0048 -0.0022 0.0029
Si 0 -0.001 -0.0001
Si 0.0003 -0.0009 -0.0011
Si -0.0003 -0.0002 -0.0016
Si 0.0009 0.0026 -0.0007
Si 0.0031 0.0003 0.0003
Si -0.0187 0.0085 0.0046
Si -0.0004 0.0003 -0.0026
Si 0.0007 0.0015 0.0015
Si -0.0003 0.0007 -0.0016
Si -0.0009 0.0005 -0.0024
Si 0.0029 -0.0031 0.0019
Si 0.0002 -0.0001 0
Si 0.0009 0.0006 0.0013
Si 0.0003 -0.0001 0.0025
Si -0.0001 -0.0002 -0.0037
Si 0 -0.0007 0
Si 0.0005 0.0007 -0.0002
Si -0.0002 -0.0015 -0.0029
Si 0 0.0018 0.0003
Si 0 0.0026 0.0027
Si 0.0043 -0.0066 -0.0024
Si -0.0002 -0.0001 -0.0018
Si 0.0053 -0.0036 0.0069
O 0.0049 -0.0036 0.0017
O 0.0007 -0.0001 0.0037
O -0.0094 -0.0083 0.0104
O -0.0014 -0.0003 0.0015
O 0.0024 -0.0002 0.0022
O 0.0002 0.0003 0.0031
O 0.0006 -0.0009 0.0012
O 0.0014 0.0054 -0.0037
O 0.001 -0.0004 0.0026
O 0.0003 -0.0009 0.0035
O -0.0004 -0.0008 -0.0019
O -0.0005 0.0011 0.0028
O 0.0002 0.0097 -0.0114
O 0.0013 -0.0016 -0.0016
O 0.0022 -0.0005 -0.0024
O -0.0009 0.0033 -0.0001
O 0.0009 0.0014 -0.0028
O -0.0001 0.0001 -0.0011
O 0.0008 0.0005 0.0005
O 0.0016 -0.0005 0.0008
O 0 -0.0011 -0.0032
O 0.001 -0.0002 0.002
O 0.0051 -0.0021 0.0003
O 0.0003 0.002 -0.0006
O -0.0024 -0.0007 0.0015
O 0.0003 0.001 0.0017
O 0.0019 -0.0031 -0.0027
O 0.0066 0.0003 0.0052
O 0.0002 -0.001 0.004
O -0.0004 0.0006 -0.0003
O 0.0015 -0.0009 -0.0009
O -0.0005 0.0062 -0.0025
O -0.0013 0.0008 -0.0006
O -0.0005 -0.0012 -0.0001
O 0.0011 0.0001 0.0015
O 0.0001 -0.0005 0.0019
O 0.0005 0.0004 0.0022
O -0.0025 0.0005 0.0028
O -0.0005 0.0005 -0.0018
O -0.0029 0.0026 0.0001
O -0.0015 -0.0004 0.0027
O -0.0005 -0.0004 -0.0014
O 0.0014 -0.001 0.0028
O -0.0002 -0.001 0.0004
O 0.0001 0.0002 0.0004
O 0.0017 -0.0014 -0.0001
O 0.0029 -0.0039 -0.0021
O -0.0012 0.0003 0.0006
O -0.0001 -0.0011 0.0019
O -0.0005 0.0005 0.0002
O 0.0008 0 -0.001
O -0.0023 0.0005 -0.0008
O 0.0004 0.0001 0.0004
O 0.0001 0.0005 0.0011
O 0.001 -0.0029 -0.0001
O 0 0.0013 -0.0004
O 0.0162 -0.001 -0.0118
O -0.0014 0.0012 -0.0013
O -0.0005 0.0007 0.0007
O -0.0002 0 0.0026
O -0.0023 0.0082 -0.0072
O 0.0037 -0.0024 -0.0028
O -0.0002 0 0.0025
O -0.0003 -0.0011 0.0017

The program warned: the cutoff lies below the one the program advises for these potential files; the forces do not sum to zero within the program's tolerance; empty levels may hold ghost states of the PAW files; the exchange-correlation potential is rough where the density is thin.
